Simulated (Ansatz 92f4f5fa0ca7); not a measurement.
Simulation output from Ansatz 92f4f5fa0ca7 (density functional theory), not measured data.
Periodic cell of 189 atoms, Si117O72, from a study of silicon, its oxide and their interface. The atomic structure is a simulated model.

Settings
functional: PBE
potential files: Ansatz PAW
basis: plane waves
wave-function cutoff: 700 eV
density cutoff ratio: 5
exchange-correlation grid ratio: 2
k mesh: 2 x 2 x 1, shifted by 0.5 0.5 0.5 of a step
self-consistency stop: 5e-08 eV per atom in the density residual
occupations: Fermi-Dirac, 0.05 eV
spin: none
net charge: 0

Cell vectors (angstrom)
a	11.5983	0	0
b	0	11.5983	0
c	-0.2328	-1.6885	25.042

Atoms and the computed forces on them: element, x, y, z (angstrom), force x, y, z (eV/angstrom)
Si	12.309	6.1561	-0.5441	0.3733	-0.0247	0.2541
Si	12.0273	-1.4846	-0.5481	-0.0105	0.1493	-0.0356
Si	12.05	2.9541	-0.3398	-0.1253	-0.1008	-0.4125
Si	4.3786	6.632	0.0974	-0.2555	-0.0197	-0.6265
Si	4.3685	-1.942	-0.5111	-0.055	0.1029	-0.2801
Si	4.5192	3.5244	-0.7294	0.1106	0.1631	-0.1494
Si	8.3111	6.8153	-0.3713	0.0402	-0.093	-0.1837
Si	8.0042	-0.8508	-0.5887	-0.2025	0.0856	0.2922
Si	8.4191	2.3633	-0.4483	0.104	0.0623	-0.1341
Si	2.3704	6.5045	1.1621	-0.3068	-0.0803	-0.3291
Si	2.4241	-1.288	0.7194	0.0723	-0.0518	-0.2105
Si	2.5808	2.6972	0.6713	-0.0164	0.122	-0.1537
Si	6.4466	6.7582	1.1004	0.1935	-0.1511	-0.1055
Si	6.201	-1.2403	0.9114	0.0494	-0.0767	-0.2659
Si	6.3571	2.896	0.7105	0.1707	-0.0476	-0.1313
Si	10.277	6.4191	0.8672	0.1141	0.1838	-0.267
Si	10.0788	-1.1387	0.7878	-0.158	-0.074	-0.2795
Si	10.2128	2.6301	1.0809	-0.0799	0.0794	-0.0834
Si	2.3807	8.5262	2.2901	0.0173	0.0683	0.2023
Si	2.5066	0.7117	2.0686	-0.1084	-0.0175	-0.0901
Si	2.4635	4.498	2.3103	-0.0855	-0.0549	0.1374
Si	6.3457	8.6041	2.4349	0.0378	0.153	0.2632
Si	6.2201	0.8335	2.1205	0.113	0.0468	0.0208
Si	6.4077	4.7043	2.2793	0.0126	-0.0377	0.0606
Si	10.1669	8.4635	2.1827	-0.0326	0.0537	-0.3443
Si	10.1786	0.6749	2.3247	-0.0472	-0.1865	0.0018
Si	10.192	4.5981	2.3661	0.0497	0.0288	-0.0617
Si	12.0552	8.5021	3.6248	0.0598	0.0785	-0.0695
Si	12.1893	0.6842	3.5747	-0.0117	0.0516	-0.0845
Si	12.1391	4.5865	3.701	0.0264	-0.0782	-0.0613
Si	4.3373	8.5107	3.6447	-0.0724	0.0241	-0.0057
Si	4.3442	0.7385	3.5808	0.0884	0.0322	-0.0755
Si	4.4277	4.6397	3.6379	-0.0591	-0.0044	-0.0734
Si	8.3182	8.5107	3.6705	-0.0322	0.0015	0.0072
Si	8.1777	0.7309	3.6083	0.0157	-0.0166	-0.2171
Si	8.2716	4.6495	3.7285	-0.0345	0.0041	-0.0452
Si	12.1294	6.5908	5.0139	0.0352	0.0223	-0.0451
Si	12.1204	-1.214	5.021	0.0006	-0.0701	-0.0042
Si	12.1395	2.6139	4.9662	-0.0729	0.0243	-0.0343
Si	4.3738	6.6013	5.0182	-0.0018	0.0059	-0.0223
Si	4.352	-1.1959	5.0163	0.0243	-0.013	-0.0113
Si	4.3694	2.6768	4.9505	0.0298	-0.0453	-0.0928
Si	8.2762	6.6164	5.0656	-0.0121	0.0431	0.0042
Si	8.2479	-1.1924	5.0409	0.0066	-0.0327	0.0411
Si	8.2529	2.6565	4.9907	-0.0154	0.0654	-0.0238
Si	2.4503	6.6291	6.4076	-0.0068	-0.0053	0.0371
Si	2.4358	-1.2484	6.4133	0.0256	0.0354	0.0526
Si	2.453	2.6871	6.3341	0.0109	0.047	0.0034
Si	6.3099	6.6403	6.3919	-0.008	-0.0219	-0.0273
Si	6.2887	-1.2472	6.3887	0.0262	0.0013	-0.0345
Si	6.2932	2.656	6.3057	-0.0766	-0.0421	-0.0717
Si	10.2231	6.6209	6.4178	-0.0476	-0.0594	-0.0066
Si	10.1957	-1.2339	6.407	0.0146	0.1586	0.0186
Si	10.2142	2.6398	6.323	0.0714	-0.0996	-0.0899
Si	2.4457	8.4842	7.9464	0.0281	-0.0114	0.0552
Si	2.4127	0.7376	7.6535	-0.0074	-0.0804	0.0179
Si	2.475	4.6548	7.6708	-0.054	0.0728	0.0247
Si	6.2909	8.4961	7.9135	-0.0086	-0.0087	0.0514
Si	6.2695	0.7207	7.6491	0.0781	-0.081	0.0618
Si	6.3039	4.6278	7.5885	-0.0068	0.0638	0.0073
Si	10.216	8.4903	7.9314	0.0126	-0.0118	0.0154
Si	10.1681	0.7192	7.6815	-0.0134	-0.0935	0.071
Si	10.2787	4.6128	7.6188	-0.0111	0.1689	0.0191
Si	12.1327	8.4708	9.4343	0.0179	0.083	0.1469
Si	12.0956	0.7108	9.0219	0.003	-0.0632	-0.2423
Si	12.1708	4.7033	9.0582	0.0142	0.12	-0.1037
Si	4.3763	8.5057	9.3968	-0.0176	0.0009	0.1193
Si	4.3316	0.7294	8.9866	-0.0349	-0.1158	-0.2848
Si	4.4221	4.72	9.0014	-0.0174	0.1693	-0.226
Si	8.2464	8.4661	9.3062	0.0074	0.0743	0.1119
Si	8.2046	0.6754	8.9815	-0.0103	-0.1862	-0.3098
Si	8.2849	4.5598	8.8226	0.0111	0.0454	-0.3647
Si	12.2632	6.3916	10.7954	-0.0631	-0.1263	0.1553
Si	12.0545	-0.9889	10.6655	0.013	0.0065	0.1352
Si	12.1159	2.6965	10.2065	-0.0011	-0.0224	0.1733
Si	4.4888	6.4126	10.6935	0.1388	-0.0106	0.1301
Si	4.2575	-0.9625	10.6226	-0.0662	0.0199	0.079
Si	4.3958	2.7287	10.1458	0.0191	-0.0499	0.1468
Si	8.3447	6.2709	10.3485	-0.0577	0.0286	0.0241
Si	8.1524	-1.0326	10.604	-0.0431	0.0533	0.1066
Si	8.2689	2.6621	10.1363	-0.0159	0.0565	0.1717
Si	2.71	5.7685	12.1795	0.1195	-0.2213	0.183
Si	2.3424	-0.3096	11.9937	-0.0838	0.1208	0.4128
Si	2.4806	2.7371	11.4332	-0.0632	0.0358	0.6073
Si	6.5493	5.7931	11.8143	0.0797	-0.1563	0.3033
Si	6.1719	-0.3397	11.8361	0.0515	0.1967	0.3895
Si	6.3388	2.7418	11.4062	0.0449	0.0208	0.7226
Si	10.1746	5.7126	11.7577	-0.0459	-0.2706	0.4139
Si	10.0614	-0.4665	11.9126	-0.0255	0.2548	0.3209
Si	10.1667	2.631	11.476	0.0319	-0.0429	0.6917
Si	4.393	2.6675	21.4987	-0.1307	0.1639	-0.3569
Si	-1.5152	0.4083	22.3394	0.0772	0.0986	-0.2697
Si	4.7348	5.7887	17.8141	-0.0738	0.0498	0.0783
Si	6.3263	-0.7802	14.801	0.003	0.065	0.5462
Si	11.656	9.2444	18.7552	-0.0232	-0.0382	-0.2801
Si	9.2634	4.9662	20.8149	0.1081	-0.2199	-0.5839
Si	4.279	2.999	18.5714	-0.0553	0.029	-0.1581
Si	2.4433	8.5686	16.9572	0.0195	-0.0032	0.246
Si	9.4225	5.1761	16.2387	0.1898	-0.1573	0.3654
Si	4.4474	12.3852	16.3821	-0.0035	-0.0995	0.1402
Si	10.7169	2.4555	20.2599	-0.0249	0.266	-0.3645
Si	1.5086	4.1022	21.5815	-0.2581	-0.024	-0.4031
Si	2.1165	5.0287	18.8927	-0.0628	-0.0078	-0.109
Si	8.4259	6.786	13.9744	-0.0339	-0.1913	0.25
Si	0.6643	4.5916	16.322	-0.0693	-0.081	0.1911
Si	-2.2007	7.06	18.6896	0.0328	-0.0443	-0.1401
Si	10.5187	2.5036	17.1244	-0.0451	0.0104	0.0157
Si	3.0221	6.0479	15.3095	-0.171	-0.1525	0.6503
Si	5.1517	-1.889	17.2895	-0.0055	0.0445	0.1391
Si	10.0343	6.6495	23.0294	-0.0279	-0.0953	-0.0928
Si	-0.6564	11.2378	16.5299	-0.0564	0.1658	0.2371
Si	6.6347	4.8765	22.1307	0.0981	0.0363	-0.4236
Si	5.9327	-3.6961	22.2785	-0.0591	0.11	-0.3128
Si	9.1432	9.7801	14.6204	-0.0065	0.1681	0.4123
Si	1.9996	11.1406	15.0805	-0.0103	0.078	0.5319
Si	-0.683	-2.3578	21.8174	-0.0245	0.1698	-0.367
Si	6.5203	8.0074	19.2032	0.1049	-0.0226	-0.2925
O	4.4301	5.1966	-0.772	0.0379	-0.3042	0.0329
O	4.7625	3.1901	-2.382	-0.079	0.0246	0.6362
O	3.2998	6.111	18.5672	0.0904	-0.1038	0.0103
O	11.3636	6.85	23.992	0.039	0.1035	0.0386
O	2.4463	1.3365	12.3438	0.0393	-0.346	-0.3718
O	8.6672	6.5708	23.9627	-0.1208	-0.1083	0.0708
O	0.8699	5.1619	17.8535	0.0764	-0.0104	0.0276
O	7.6675	5.2419	20.9052	-0.2568	0.0198	0.3239
O	2.7253	3.5183	18.6773	0.083	-0.0021	0.0593
O	5.8423	8.1348	20.6694	-0.032	-0.0134	0.407
O	2.9066	3.2968	21.674	0.1351	0.0205	0.1087
O	0.4127	-2.3737	23.0368	0.0729	-0.1084	0.4219
O	7.4811	-1.277	-2.1231	0.2685	0.0428	0.2922
O	5.5227	3.8319	21.626	0.0545	0.0413	0.2158
O	8.9637	6.2653	17.3517	0.0339	-0.0543	-0.1052
O	4.0866	8.0314	-0.7887	0.287	-0.0107	0.4306
O	7.7126	5.9203	-1.6583	0.1699	0.0875	0.3225
O	3.1735	6.3275	13.7057	-0.107	-0.0582	-0.6265
O	9.4117	3.4076	20.4354	0.0147	0.1069	0.1743
O	10.16	4.0953	12.3368	0.0231	0.3001	-0.5703
O	2.5597	4.1096	12.3925	-0.0204	0.3222	-0.2543
O	5.8717	-1.1186	13.2781	0.0494	0.1537	-0.3565
O	8.0162	0.7947	-0.6949	0.0638	-0.0798	0.0514
O	2.1605	-0.9295	13.5304	0.0775	0.0318	-0.5103
O	6.403	4.1716	12.3196	-0.0283	0.2088	-0.5406
O	11.0006	2.381	18.6726	0.0086	0.0132	0.1105
O	0.2541	3.0044	16.3095	-0.0118	0.1427	0.0189
O	2.0275	4.7476	15.4625	0.1657	0.0705	-0.1549
O	2.203	7.2683	16.0226	0.0125	-0.0556	-0.2087
O	10.1022	1.1836	12.3852	0.0376	-0.2234	-0.5882
O	11.9822	3.0319	21.0823	0.0953	0.0137	0.1423
O	4.4726	2.1628	17.2047	0.0045	-0.0334	-0.0011
O	-1.7769	-1.1779	22.0684	0.036	-0.0837	0.0994
O	8.5523	8.2616	14.6628	-0.0366	-0.0655	-0.0693
O	5.7405	12.2405	15.3844	0.052	-0.1586	-0.1894
O	5.9819	-5.3042	22.5774	-0.0266	-0.0445	0.0342
O	4.5908	2.1423	19.9374	-0.0118	0.0212	0.3086
O	7.0153	6.7018	13.1401	-0.1977	-0.1975	-0.1531
O	1.1283	4.8165	22.9885	-0.127	-0.009	0.4688
O	0.5198	11.6832	15.4875	0.0897	-0.0546	-0.1948
O	9.7674	6.6699	13.0452	0.1644	-0.1355	-0.1291
O	8.4216	5.4986	15.0025	-0.1125	0.3146	-0.3473
O	9.953	10.1438	13.2503	0.1589	0.215	-0.2739
O	4.5797	-3.0915	23.0028	-0.0978	-0.0874	0.3427
O	5.7629	-1.979	15.774	0.0409	0.058	-0.1757
O	3.9822	-2.9995	17.4842	-0.005	-0.0024	-0.0977
O	5.9075	6.7942	18.295	-0.025	0.0365	0.0337
O	6.3144	1.2978	12.2828	-0.0435	-0.3342	-0.4476
O	9.3393	3.6311	16.8416	0.0251	0.1186	-0.101
O	-1.6301	5.9361	19.7185	-0.0754	-0.0754	0.197
O	10.9752	5.4299	15.751	-0.0248	-0.01	-0.0693
O	5.2322	4.3143	18.3427	-0.0826	0.0398	-0.0028
O	7.9439	10.8637	14.8323	0.0168	-0.0084	-0.1413
O	8.118	-3.7941	19.3425	-0.0727	0.0551	0.0942
O	4.5275	11.1957	17.5073	-0.0152	0.0321	-0.0483
O	6.284	-2.1801	18.4129	-0.0373	-0.071	-0.0274
O	-1.5579	12.6045	16.6916	0.075	-0.176	-0.0748
O	-1.095	-3.4159	18.3407	-0.0137	-0.0044	0.067
O	3.0901	12.2816	15.4912	-0.0467	-0.0564	-0.1513
O	4.4172	5.8116	16.1824	-0.0922	0.0404	-0.3118
O	1.6132	5.2662	20.4208	0.0292	-0.1337	0.2384
O	10.3251	1.0049	20.8417	-0.0509	-0.1989	0.4247
O	11.6615	9.4178	20.3766	-0.0918	-0.0034	0.3667
O	10.0457	5.2319	22.2284	0.1391	0.1624	0.2668
O	-0.1555	0.5249	23.2531	0.1608	0.0721	0.3705
O	9.0441	2.8201	-1.9512	-0.2402	-0.0447	0.372
O	13.0772	8.6168	18.2648	0.0074	0.0063	-0.0719
O	-1.5437	-3.7484	21.9305	-0.1861	-0.0571	0.1445
O	-0.1551	10.6858	17.9963	0.0162	0.0216	0.0131
O	10.1177	9.9849	15.9095	-0.1386	-0.0956	-0.3406
O	2.2198	9.8406	16.0082	0.012	0.077	-0.1883
O	12.0408	4.5436	-0.7294	0.0692	-0.1024	0.0137

Results
free energy: -115334.935 eV
free energy less fixed offsets of O -569.03, Si -635.61 eV per atom: 1.595 eV
pressure: -0.05 GPa
stress xx, yy, zz, yz, xz, xy (GPa, positive in tension): -0.73, 0.36, 0.51, -0.02, -0.05, 0.56

The program warned: the cutoff lies below the one the program advises for these potential files.
